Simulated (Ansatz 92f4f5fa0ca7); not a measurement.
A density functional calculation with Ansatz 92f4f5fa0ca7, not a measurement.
Periodic cell of 254 atoms, Si144O106N4, from a study of silicon, its oxide and their interface. The atomic structure is a simulated model.
This geometry differs little from another in the collection (a relaxation step or a small displacement).

Settings
functional: r2SCAN
potential files: Ansatz PAW
basis: plane waves
wave-function cutoff: 800 eV
density cutoff ratio: 5
exchange-correlation grid ratio: 1
k mesh: 1 x 1 x 1, shifted by 0.5 0.5 0 of a step
self-consistency stop: 1e-10 eV per atom in the density residual
occupations: fixed
spin: none
net charge: 0

Cell vectors (angstrom)
a  10.887  0  0
b  0  10.887  0
c  0  0  36.231

Atoms: element, x, y, z (angstrom)
Si  0.2593  -0.3032  0.1781
Si  2.9132  2.4637  0.0365
Si  -0.3507  5.6993  0.1157
Si  2.4407  8.4038  0.2092
Si  5.0971  0.2441  0.135
Si  7.8771  2.8483  -0.0153
Si  5.7278  5.1183  0.074
Si  8.3748  7.9529  -0.0238
Si  1.3767  1.3335  1.4207
Si  4.08  4.0362  1.3471
Si  1.2596  6.8082  1.4304
Si  4.0048  9.5643  1.4916
Si  6.7279  1.3639  1.3911
Si  9.4222  4.0529  1.3529
Si  6.8241  6.7747  1.3356
Si  9.5103  9.4606  1.3981
Si  -0.0359  2.72  2.6911
Si  2.6868  0.0251  2.8711
Si  -0.0518  8.1499  2.8365
Si  2.7019  5.4244  2.6786
Si  5.4029  2.7222  2.7868
Si  8.1365  -0.0165  2.6896
Si  5.4384  8.1399  2.6963
Si  8.1286  5.4267  2.7752
Si  1.3468  4.0725  4.0543
Si  4.0727  1.381  4.1664
Si  1.3162  9.5273  4.1643
Si  4.0634  6.7847  4.0576
Si  6.7573  4.0875  4.1236
Si  9.4998  1.3476  4.0634
Si  6.7995  9.5036  4.065
Si  9.4978  6.7654  4.1479
Si  -0.0364  0.015  5.489
Si  2.6927  2.7499  5.4734
Si  0.0133  5.4207  5.4554
Si  2.7206  8.1496  5.4436
Si  5.4547  -0.0106  5.4388
Si  8.1409  2.7114  5.4318
Si  5.4116  5.4502  5.4721
Si  8.1504  8.1625  5.4661
Si  1.3448  1.3856  6.8279
Si  4.0608  4.0923  6.8409
Si  1.3685  6.7955  6.8133
Si  4.0823  9.5332  6.7756
Si  6.8082  1.3387  6.8076
Si  9.5121  4.0664  6.7788
Si  6.7881  6.8139  6.8172
Si  9.5184  9.5098  6.843
Si  -0.0446  2.7318  8.1634
Si  2.7346  0.0042  8.144
Si  0.0277  8.1544  8.1971
Si  2.727  5.4745  8.1952
Si  5.436  2.6942  8.1619
Si  8.1641  -0.0073  8.1833
Si  5.449  8.2156  8.1388
Si  8.1935  5.4557  8.1429
Si  1.3091  4.1116  9.4873
Si  4.1109  1.3005  9.5472
Si  1.3853  9.5637  9.5321
Si  4.0864  6.9129  9.4976
Si  6.8246  4.0821  9.4551
Si  9.5236  1.3428  9.5381
Si  6.8249  9.5102  9.5392
Si  9.5584  6.7807  9.5653
Si  -0.011  -0.0239  10.916
Si  2.623  2.669  10.7456
Si  0.0468  5.451  10.9747
Si  2.7799  8.2824  10.9251
Si  5.5109  -0.0575  10.9611
Si  8.1579  2.7289  10.8458
Si  5.5006  5.5326  10.7232
Si  8.1998  8.1682  10.9007
Si  1.3381  1.3526  12.2521
Si  3.9659  4.2067  11.8072
Si  1.4075  6.9671  12.2742
Si  4.1901  9.5035  12.4181
Si  6.8692  1.3697  12.2531
Si  9.5519  3.9809  12.2509
Si  6.8908  6.7442  12.2156
Si  9.5302  9.5099  12.3265
Si  -0.017  2.6562  13.7188
Si  2.7809  0.1305  13.6506
Si  0.027  8.2285  13.785
Si  2.8146  5.4826  13.3789
Si  5.2773  2.9047  13.1015
Si  8.3489  0.104  13.7406
Si  5.5947  7.9594  13.7356
Si  8.2852  5.394  13.586
Si  1.3228  4.2584  14.6981
Si  3.6575  2.1743  14.6347
Si  1.3612  9.8026  15.0676
Si  4.4727  6.1688  14.9576
Si  6.6326  4.0611  14.5521
Si  10.0999  1.1055  15.4774
Si  6.9078  9.5573  14.893
Si  9.9024  6.4156  15.0306
Si  -1.1566  11.9509  20.7863
Si  -19.289  19.2909  25.8293
Si  -18.9354  1.0247  22.3014
Si  13.5673  3.3843  17.2309
Si  5.5998  26.1931  17.3176
Si  13.4967  29.3911  17.0255
Si  5.1037  22.2663  16.5235
Si  -14.2044  24.701  20.6562
Si  -9.0025  5.9426  24.3676
Si  -13.5825  10.9362  26.7734
Si  -1.5843  20.3759  22.3103
Si  3.8718  18.6313  19.8032
Si  -1.1365  12.2964  34.1353
Si  12.9421  0.4661  17.4103
Si  25.6072  5.4305  31.7813
Si  15.2046  -3.8553  34.2645
Si  6.3999  5.0516  30.4082
Si  -9.9413  14.6576  34.1785
Si  -1.7259  26.9934  19.7375
Si  12.0465  4.7451  31.2197
Si  20.7444  20.5231  28.9085
Si  4.3674  21.4704  24.6134
Si  4.8616  13.603  31.4141
Si  -3.9177  13.7642  26.4327
Si  -3.5084  10.6651  24.0248
Si  1.9175  9.9813  28.2468
Si  12.8371  20.7702  20.2183
Si  4.2419  23.6454  26.9009
Si  -0.1193  2.5798  29.69
Si  11.4026  16.4397  17.4131
Si  28.1349  11.2086  31.6448
Si  -0.785  9.3581  19.6269
Si  2.7669  5.4112  21.4808
Si  12.0574  3.0206  24.2102
Si  -6.6688  22.2964  29.6162
Si  -2.4671  29.9147  26.8838
Si  -4.4436  9.3101  34.1199
Si  -6.1024  24.8955  21.5592
Si  9.2827  5.044  30.1826
Si  -21.9787  -2.8875  24.6206
Si  6.6211  17.696  19.1122
Si  -2.3908  19.0862  17.1901
Si  1.3302  12.7723  27.0193
Si  -1.6493  11.2881  31.181
Si  -21.6913  3.8385  21.6215
Si  -3.9252  24.4379  23.3645
Si  7.4947  2.1336  16.7063
Si  7.7018  5.5077  27.8595
O  23.1004  4.4758  32.7935
O  -8.3424  19.6255  27.414
O  4.0146  1.3407  35.7826
O  17.3219  16.3775  28.858
O  -12.497  19.1646  28.258
O  5.2289  16.8037  31.1077
O  0.3354  4.948  35.084
O  5.3698  13.8903  26.6523
O  5.7751  -0.4749  35.0791
O  9.4529  0.5782  32.7771
O  5.6037  1.5969  32.3356
O  -12.6971  -1.9775  20.8101
O  -22.3138  19.5108  23.1735
O  3.5431  -4.4698  33.0038
O  7.4045  23.2086  27.0544
O  9.4794  17.7046  35.7448
O  -8.1962  6.8272  25.4729
N  2.5561  3.2742  15.5122
O  -11.949  11.0344  22.1376
O  4.7638  1.8924  15.8106
O  -23.2562  10.8401  27.8627
O  7.3434  13.919  24.8683
O  8.0241  20.1267  16.06
O  7.3674  13.6009  15.1907
O  9.1488  6.9426  16.4007
O  3.8636  1.8884  30.4307
N  11.1016  5.2844  15.7073
O  -0.7298  5.4424  18.4694
O  3.462  28.2991  16.1962
O  1.8505  11.023  21.3711
O  -5.4142  18.4025  20.0324
O  -0.1357  24.4044  33.8214
O  3.5837  -2.8775  18.2379
O  11.1835  -8.4892  28.1454
O  2.2688  19.7626  16.0804
O  -9.3067  36.9955  21.232
O  -4.3393  11.7693  17.2181
O  -3.1768  11.7614  30.9319
O  10.156  0.1013  19.5532
O  -4.0211  14.2884  17.5129
O  16.4118  10.173  15.5456
O  -10.5487  6.4751  24.4164
N  5.5963  4.9767  15.661
O  0.6673  8.8739  20.1999
O  -8.3784  17.0692  22.886
O  -1.4925  18.9731  25.5901
O  -5.0236  16.4807  18.3853
O  -4.9205  2.9592  20.4547
N  0.7226  0.203  16.1382
O  -20.1249  26.255  17.8103
O  18.8716  17.2254  19.8783
O  13.8467  17.3945  20.3149
O  4.1746  3.753  17.7419
O  5.066  -5.0823  34.9888
O  -18.1424  9.2475  25.0987
O  -14.633  29.6116  17.9812
O  -18.0732  12.8479  21.3033
O  7.5685  6.7736  26.8729
O  0.7055  2.257  25.5651
O  -0.0154  3.5617  23.2277
O  -7.054  10.9571  23.1395
O  10.6195  13.307  20.8947
O  1.2057  17.9064  17.5698
O  3.3294  19.9756  20.5324
O  -2.9978  -1.4189  23.0848
O  9.0845  23.4286  16.7109
O  4.1473  15.4725  21.4824
O  8.1816  12.3341  20.4824
O  -1.5559  -1.0553  30.441
O  11.9031  8.8391  25.2812
O  18.79  5.2912  31.023
O  19.9536  27.464  28.7181
O  -6.8016  33.6139  25.5841
O  5.9466  10.2696  24.6353
O  -3.4272  9.4672  26.8933
O  -5.5147  10.6464  30.471
O  9.6183  19.6671  18.2051
O  -8.8487  12.8637  23.3329
O  16.2913  13.8727  23.0593
O  12.4647  11.1781  27.1972
O  -14.5912  33.7513  23.126
O  -8.7797  23.7831  17.8594
O  11.4533  9.5266  28.9723
O  16.8828  14.3735  30.5346
O  -13.9377  14.2976  22.2098
O  5.4038  19.0111  33.8028
O  20.904  5.0549  21.1092
O  10.6544  -5.3357  30.8957
O  21.3139  1.192  30.418
O  -9.7886  14.2255  30.4283
O  20.315  3.4557  29.8974
O  23.6031  10.4792  18.7278
O  4.0604  25.6376  32.2233
O  -8.084  13.4538  27.1889
O  14.5396  21.8516  17.1176
O  18.6488  36.7501  27.1137
O  4.7162  33.595  28.1341
O  -19.7917  4.3548  24.6783
O  14.0836  7.7143  35.1821
O  8.3592  25.6042  19.5942
O  -0.4384  11.2302  35.1006
O  7.7541  8.6781  34.8566
O  6.7595  10.0624  32.7158
O  -9.5228  20.3859  35.8562
O  2.2217  3.1086  34.9256
O  13.4159  38.1776  30.804
O  8.4487  2.0593  34.8784
O  6.8009  4.0012  35.7351
O  2.9238  10.4679  29.4187
O  -13.2706  10.9875  25.172

Results
free energy: -154111.872 eV
free energy less fixed offsets of N -386.36, O -570.45, Si -639.56 eV per atom: -2.092 eV

Forces (eV/angstrom), in the order of the atoms: element, x, y, z
Si  -0.01  0.0074  -0.0413
Si  -0.0107  0.0061  -0.043
Si  0.0027  -0.0093  -0.0416
Si  0.0079  -0.006  -0.0405
Si  0.0059  -0.0126  -0.0476
Si  0.0055  -0.0068  -0.0474
Si  -0.0068  0.0055  -0.0455
Si  -0.0053  0.0047  -0.048
Si  0.0008  0.0011  -0.0005
Si  -0.0028  -0.0012  0.0009
Si  -0.0029  0.0018  -0.0014
Si  -0.0018  0.0026  -0.0023
Si  -0.0022  0.0009  0.002
Si  -0.0038  -0.0001  -0.0002
Si  -0.0001  0.0006  -0.0011
Si  -0.0034  0.0002  0.0003
Si  -0.0009  0.0023  0.0002
Si  -0.0008  0.0026  -0.0016
Si  -0.0003  0  0.0043
Si  -0.0027  0.0001  -0.0017
Si  0.0006  0.0023  -0.0003
Si  -0.0021  0.001  -0.0011
Si  -0.0015  -0.0006  0
Si  -0.0013  0.0016  -0.0008
Si  -0.0029  0.0003  0.0009
Si  -0.0015  0.0012  0.0014
Si  -0.0033  -0.0005  0.0015
Si  -0.0009  0.0004  0.0015
Si  -0.0017  0.0015  -0.001
Si  -0.0004  0.0012  0.0021
Si  -0.0036  0.0008  0.0012
Si  0.0005  0.0028  0.0017
Si  -0.0031  0.0014  -0.0005
Si  0  0.0014  -0.0005
Si  -0.0014  0.0001  0
Si  -0.0028  0.0006  0.0006
Si  -0.0005  0.0005  0.0007
Si  -0.0021  -0.0002  0.0005
Si  -0.0015  0.0015  -0.0023
Si  -0.0023  0.0009  -0.0005
Si  -0.0022  -0.001  -0.0017
Si  0.0007  -0.0001  -0.0008
Si  -0.0017  0.0014  -0.001
Si  -0.0038  0.001  -0.0003
Si  -0.002  0.003  -0.0012
Si  -0.0032  0.0019  0.0002
Si  -0.0019  0.0001  -0.0016
Si  0.0008  0.0002  0.0001
Si  -0.002  0.0002  -0.0012
Si  -0.0018  0.0011  0.0014
Si  -0.0022  0.0003  0.0018
Si  -0.0009  0.0014  -0.0007
Si  -0.0014  -0.0007  -0.0001
Si  -0.0018  0.0011  0.0006
Si  0  -0.002  0
Si  0.0009  0.0005  0.0008
Si  -0.0038  0.0025  0.0013
Si  0.0006  -0.0009  0.0012
Si  -0.0042  -0.0023  0.0006
Si  -0.001  0.0007  0.0005
Si  -0.0001  0.0007  -0.0025
Si  0.0004  0.0022  0.0016
Si  -0.0021  -0.0016  -0.0003
Si  0.001  0.0001  -0.0007
Si  -0.0037  -0.0008  -0.0016
Si  -0.0014  0.0013  0.0061
Si  0.001  0.002  0.0007
Si  -0.0013  0.0017  -0.0031
Si  -0.0047  0.0019  -0.0013
Si  0.0007  0.0035  0.0019
Si  0.0039  0.0006  -0.0005
Si  -0.0012  -0.001  -0.0029
Si  0.0024  -0.0007  -0.0038
Si  -0.0117  -0.0045  -0.0037
Si  -0.0006  -0.0001  -0.0021
Si  0.0005  -0.0051  0.0034
Si  0  -0.0044  0.0024
Si  0.0049  -0.0012  -0.0031
Si  0.0004  -0.002  0.0006
Si  -0.0023  0.0019  -0.0008
Si  -0.0059  -0.0093  -0.0035
Si  0.0016  0.0063  -0.0013
Si  0.0005  0.0046  -0.0018
Si  0.0036  -0.003  0.0057
Si  -0.0003  -0.0049  0.0031
Si  0.0071  0.0092  -0.0014
Si  -0.0077  0.0004  0.0004
Si  -0.0005  0.0051  0.0009
Si  -0.0105  0.0019  0.0193
Si  -0.001  0.0098  0.0286
Si  0.0029  -0.009  0.036
Si  -0.0051  -0.0045  0.0328
Si  0.0008  -0.0021  0.0304
Si  0.0011  -0.0049  0.0413
Si  0.0054  -0.0034  0.0442
Si  -0.0076  0.0036  0.0362
Si  -0.0038  0.0044  0.0583
Si  0.0023  0.0007  -0.0003
Si  0.0081  0.0071  0.0534
Si  0.0031  0  0.1078
Si  0.008  0.0106  0.0891
Si  0.0037  0.0059  0.0891
Si  -0.0066  -0.0086  0.0518
Si  0.0013  -0.0111  0.0689
Si  -0.0055  0.0044  0.035
Si  -0.0037  -0.0022  -0.0024
Si  -0.0066  -0.0043  0.0687
Si  -0.0112  -0.0113  0.0785
Si  0.0007  -0.0076  -0.0949
Si  -0.0004  -0.0152  0.0887
Si  0.0135  -0.0188  -0.0776
Si  -0.0131  -0.0033  -0.0966
Si  0.0156  0.0005  -0.0551
Si  -0.0032  0.0091  -0.1061
Si  -0.0106  -0.0177  0.0806
Si  -0.0173  0.003  -0.0824
Si  0.01  -0.0081  -0.0463
Si  0.005  -0.0082  0.0315
Si  -0.0004  -0.001  -0.0626
Si  -0.0011  -0.0011  0.0063
Si  -0.0019  0.0028  0.0318
Si  -0.0037  -0.0025  -0.028
Si  -0.0032  -0.0061  0.084
Si  -0.001  0.0062  -0.0141
Si  -0.0029  0.0008  -0.0457
Si  -0.0171  0.0099  0.0948
Si  -0.0109  0.0226  -0.0823
Si  0.0016  0.0298  0.0881
Si  -0.002  -0.0154  0.0692
Si  0.0065  0.0019  0.034
Si  -0.0162  -0.004  -0.0573
Si  -0.0026  0.0009  -0.0047
Si  -0.0117  0.0137  -0.0901
Si  -0.0057  -0.0041  0.0554
Si  -0.0077  0.0006  -0.0513
Si  0.0041  -0.0048  0.0341
Si  0.0052  0.004  0.0714
Si  0.0028  0.0073  0.0901
Si  0.0118  -0.0083  -0.0057
Si  0.008  -0.0105  -0.1089
Si  0.0127  -0.0127  0.0531
Si  0.001  -0.015  0.0432
Si  -0.0083  0.0035  0.062
Si  0.0063  -0.001  -0.034
O  -0.0017  -0.018  0.0821
O  0.0038  0.0039  0.0057
O  -0.0036  0.0028  0.03
O  -0.0058  -0.0029  0.0315
O  0.0026  0.0063  0.0037
O  -0.0183  0.0049  0.0341
O  -0.018  0.0236  0.0502
O  -0.0008  -0.0037  0.0021
O  -0.0144  0.0205  0.0524
O  0.0049  0.017  0.0646
O  0.0068  -0.0064  0.0297
O  0.0074  -0.0075  -0.0481
O  -0.0083  0.0091  -0.03
O  0.0096  0.026  0.0685
O  0.0023  -0.0008  0.0013
O  -0.0032  -0.0002  0.0202
O  -0.0015  -0.0042  -0.0094
N  -0.002  -0.0005  -0.0376
O  -0.0012  0.0052  -0.0313
O  -0.0106  0.0047  -0.0353
O  0.0051  -0.0023  0.0171
O  0.0007  -0.001  -0.0189
O  -0.0138  0.0147  -0.0547
O  -0.0028  0.0118  -0.0455
O  0.014  -0.0158  -0.0487
O  0.0131  0.014  0.0315
N  0.0075  -0.0132  -0.0443
O  0.0295  0.0059  -0.0557
O  0.0175  -0.0163  -0.0464
O  -0.0063  -0.0223  -0.0438
O  0.011  -0.0093  -0.0233
O  -0.0029  0.0001  0.0246
O  -0.0197  -0.0045  -0.0587
O  -0.0056  0.0032  0.0229
O  -0.0127  0.0161  -0.0443
O  -0.0003  0.0009  -0.022
O  -0.0036  0.0033  -0.0262
O  0.002  -0.0081  0.0306
O  0.006  -0.005  -0.0346
O  0.0012  -0.0103  -0.0349
O  0.001  -0.0124  -0.025
O  0.0039  -0.0022  -0.0111
N  -0.0036  0.0083  -0.0457
O  0.0034  0.0014  -0.0224
O  0.0066  -0.0055  -0.0375
O  0.0124  -0.0008  -0.0078
O  -0.0127  -0.0247  -0.0446
O  0.0132  0.0002  -0.0304
N  -0.005  0.0033  -0.0281
O  0.0031  -0.006  -0.0362
O  -0.0112  0.0082  -0.0267
O  0.0148  0.0246  -0.0438
O  -0.0093  -0.005  -0.0387
O  0.0166  -0.0174  0.0529
O  0.0024  0.0078  -0.0076
O  0.0147  0.0075  -0.042
O  0.0021  0.0013  -0.0206
O  0.004  -0.0025  0.009
O  0.0016  0.0005  -0.0099
O  -0.0076  0.0044  -0.0273
O  -0.009  0.0085  -0.0264
O  -0.0051  -0.0041  -0.0191
O  0.0039  -0.0037  -0.0269
O  0.003  -0.0091  -0.0384
O  0.01  -0.0033  -0.0215
O  0.0109  -0.0121  -0.0241
O  -0.0025  0.0029  -0.0195
O  0.0025  0.0028  -0.0289
O  -0.0064  0.0122  0.0405
O  -0.0039  -0.0033  -0.0083
O  -0.0023  -0.003  0.0314
O  0.0073  -0.0067  0.0276
O  0.0014  -0.0066  -0.005
O  0.0046  0.0047  -0.0111
O  0.0041  0.0001  0.0029
O  0.0183  -0.0014  0.0357
O  -0.0227  -0.0175  -0.0627
O  0.0031  -0.0061  -0.0205
O  -0.0023  0.0024  -0.0235
O  -0.0018  0.0003  0.007
O  -0.0046  0.0134  -0.0123
O  -0.0039  0.0062  -0.0311
O  -0.0111  -0.0002  0.0123
O  -0.0127  -0.0057  0.0225
O  0.006  -0.0003  -0.04
O  -0.0013  0.0031  0.0286
O  -0.0105  0.0109  -0.0381
O  0.0201  -0.0013  0.0261
O  -0.0102  -0.0097  0.0321
O  0.0096  0.0125  0.027
O  0.0019  0.0022  0.0181
O  0.0006  0.0213  -0.0667
O  -0.0068  0.0093  0.0278
O  -0.0018  0.0006  0.0039
O  0.0241  0.0071  -0.046
O  -0.0003  0.0049  0.0104
O  0  -0.0072  0.0265
O  -0.0002  -0.0025  -0.0132
O  -0.024  0.0188  0.0521
O  0.0038  0.0117  -0.0277
O  0.0142  -0.0163  0.054
O  0.0163  -0.0132  0.0412
O  -0.0009  -0.0304  0.0683
O  0.0006  0.002  0.0282
O  0.0181  -0.0148  0.0575
O  0.0069  -0.0012  0.0195
O  -0.0208  0.0203  0.0453
O  0.0012  0.0009  0.0141
O  0.0132  0.0069  0.0186
O  0.0011  -0.0013  -0.0096

The program warned: the cutoff lies below the one the program advises for these potential files; the forces do not sum to zero within the program's tolerance; empty levels may hold ghost states of the PAW files; the exchange-correlation potential is rough where the density is thin.
